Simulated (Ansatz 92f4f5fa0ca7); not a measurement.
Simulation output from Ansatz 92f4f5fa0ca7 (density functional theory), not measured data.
Periodic cell of 225 atoms, Si132O91As2, from a study of silicon, its oxide and their interface. The atomic structure is a simulated model.
Doubt: the cutoff is far below the 930 eV that the study's wrapper takes by default for these files, so forces and energies are approximate.
This geometry differs little from another in the collection (a relaxation step or a small displacement).

Settings: functional PBE; potential files Ansatz PAW; basis plane waves; wave-function cutoff 580 eV; density cutoff ratio 5; exchange-correlation grid ratio 1; k mesh 1 x 1 x 1, Gamma-centred; self-consistency stop 5e-08 eV per atom in the density residual; occupations fixed; spin none; net charge 0.

Cell vectors (angstrom)
a	10.938	0	0
b	0	10.938	0
c	0	0	31.9494

Atoms: element, x, y, z (angstrom)
Si	10.6197	0.0365	24.4528
Si	5.0796	0.1706	24.6942
Si	2.8155	2.3199	24.5465
Si	8.5729	2.4741	24.5906
Si	10.713	5.6227	24.3661
Si	5.1546	5.6519	24.4676
Si	2.9865	7.9902	24.4214
Si	8.4286	7.8642	24.447
Si	1.2956	1.1561	25.8621
Si	6.8185	1.3651	25.7661
Si	3.9844	4.0386	25.7408
Si	9.6946	4.0539	25.8751
Si	1.344	6.8257	25.6915
Si	6.8069	6.7497	25.7658
Si	4.0049	9.4982	25.9685
Si	9.4843	9.4708	25.8339
Si	2.6352	-0.116	27.3041
Si	8.1326	-0.045	27.1673
Si	0.0778	2.6756	27.2259
Si	5.4461	2.747	27.129
Si	2.6666	5.4347	27.1225
Si	8.1878	5.3885	27.1499
Si	0.0097	8.1707	27.1521
Si	5.5103	8.163	27.1893
Si	4.0869	1.3405	28.5091
Si	9.544	1.3385	28.5156
Si	1.3908	4.0792	28.5753
Si	6.8114	4.0729	28.5393
Si	4.089	6.7906	28.4944
Si	9.557	6.7935	28.4974
Si	1.2998	9.4904	28.6367
Si	6.8235	9.5446	28.5758
Si	-0.0305	0.0005	29.9213
Si	5.4608	0.0003	29.9027
Si	2.7633	2.7179	29.91
Si	8.1985	2.7223	29.8939
Si	-0.0034	5.459	29.897
Si	5.4622	5.4606	29.8948
Si	2.7548	8.1618	29.9115
Si	8.2238	8.1832	29.8963
Si	1.3673	1.3673	31.2657
Si	6.8362	1.3673	31.2657
Si	4.1018	4.1018	31.2657
Si	9.5708	4.1018	31.2657
Si	1.3673	6.8362	31.2657
Si	6.8362	6.8362	31.2657
Si	4.1018	9.5708	31.2657
Si	9.5708	9.5708	31.2657
Si	2.7345	0	0.6835
Si	8.2035	0	0.6835
Si	0	2.7345	0.6835
Si	5.469	2.7345	0.6835
Si	2.7345	5.469	0.6835
Si	8.2035	5.469	0.6835
Si	0	8.2035	0.6835
Si	5.469	8.2035	0.6835
Si	4.1064	1.3643	2.0556
Si	9.6013	1.3423	2.0425
Si	1.3674	4.1224	2.0499
Si	6.8425	4.1143	2.0357
Si	4.0986	6.8362	2.0386
Si	9.5919	6.8274	2.0539
Si	1.3628	9.5966	2.0505
Si	6.8366	9.5991	2.042
Si	0.0386	0.0273	3.4717
Si	5.4944	0.0252	3.4405
Si	2.7266	2.7481	3.3928
Si	8.2639	2.7643	3.3451
Si	0.0478	5.5013	3.4604
Si	5.4946	5.5032	3.4025
Si	2.7429	8.233	3.3803
Si	8.2708	8.2789	3.3641
Si	1.3963	1.4339	4.8444
Si	6.9192	1.4459	4.7221
Si	4.1003	4.1104	4.7237
Si	9.6309	4.0625	4.765
Si	1.3796	6.9652	4.8231
Si	6.8971	6.943	4.6792
Si	4.1003	9.5596	4.7672
Si	9.6302	9.5677	4.8361
Si	2.7588	-0.0014	6.1403
Si	8.2831	0.087	6.096
Si	0.0288	2.7777	6.2949
Si	5.5232	2.7886	6.0663
Si	2.7944	5.556	6.0608
Si	8.2882	5.5618	5.947
Si	0.047	8.284	6.3573
Si	5.5452	8.2478	6.1143
Si	4.4271	1.1327	7.332
Si	9.7923	1.1394	7.6182
Si	1.2126	4.4915	7.4695
Si	6.6803	4.488	7.2114
As	4.2915	6.7725	7.564
Si	9.7462	6.592	7.5021
Si	1.2566	9.9201	7.6958
Si	6.7146	9.8984	7.4089
O	9.5824	1.2741	24.0056
O	4.1003	6.8374	23.9584
O	4.0099	1.271	24.0442
O	9.5431	6.7334	23.9236
O	0.0202	5.5422	7.9933
O	5.5699	0.0655	7.9038
O	0.0446	0.0705	8.1134
O	5.6291	5.5604	7.8907
O	7.6403	3.8938	8.3958
O	8.7773	7.0203	8.7898
O	2.1403	9.4876	9.0395
O	8.909	1.6459	8.9485
O	7.6115	9.4055	8.7083
O	3.6247	1.7942	8.6
O	2.0915	4.0024	8.7871
O	8.1477	3.5358	23.392
O	0.4564	4.9731	22.9844
O	1.8706	2.7553	23.2698
O	5.8331	4.9536	23.135
O	5.5573	10.0377	23.5472
O	2.4362	8.7284	23.0403
O	0.1721	10.0939	23.1247
O	7.8185	8.6229	23.1054
Si	8.617	7.7443	18.4664
Si	8.6892	6.3386	13.6813
Si	3.6872	1.5285	14.7717
Si	2.0695	5.7962	17.6828
Si	2.4012	3.1948	19.5308
Si	9.6784	9.0138	12.1704
Si	1.3095	9.4587	22.1112
Si	9.0468	0.9549	13.2357
Si	1.4424	5.1288	12.9781
Si	1.7063	8.4069	13.0113
Si	6.678	9.6008	22.4697
Si	4.4261	4.5919	15.7525
Si	8.2018	2.984	9.5937
Si	0.7967	8.2946	19.3061
Si	6.9517	1.3931	21.1276
Si	8.2268	8.2684	9.7055
Si	10.8834	5.2774	15.6215
Si	7.4534	9.5151	16.3546
Si	9.9115	2.1344	20.3005
As	2.9262	8.2487	10.1744
Si	6.6441	3.4095	17.4515
Si	1.1408	0.2637	19.8428
Si	3.1804	2.7908	12.2915
Si	7.1977	5.437	19.7252
Si	5.6912	8.5599	11.5407
Si	5.7242	5.9873	13.2479
Si	4.5511	9.7446	17.7436
Si	1.0129	3.6372	22.2033
Si	4.8844	1.5384	18.8587
Si	3.1892	3.0507	9.517
Si	6.3194	10.7723	13.7857
Si	10.2022	0.155	16.0494
Si	5.6313	3.5927	11.1746
Si	9.7844	3.8876	11.9557
Si	2.199	9.9647	15.7572
Si	6.0522	8.1606	19.8686
Si	6.942	4.0131	22.4073
Si	9.7148	2.8606	17.3759
O	7.1108	6.2775	14.0694
O	1.8418	7.103	18.7398
O	10.3373	4.0213	16.4563
O	6.0531	9.9563	17.096
O	10.0008	0.6874	14.5253
O	8.415	6.1598	18.8831
O	5.0332	0.6333	14.4348
O	5.7312	2.0709	17.579
O	8.327	2.0033	20.5537
O	1.9376	4.3468	18.4572
O	6.9334	2.7604	10.624
O	4.8156	2.6304	12.2135
O	5.9229	4.4297	16.408
O	4.5406	3.8989	9.9626
O	10.6729	2.8434	21.5604
O	9.6849	6.1904	14.9826
O	5.9887	6.5262	19.9006
O	4.0405	0.2347	18.3714
O	9.1445	10.5516	12.2996
O	2.8345	4.3593	12.6409
O	1.8787	10.7514	21.2511
O	3.9835	2.7954	19.4038
O	0.5834	10.0999	16.1275
O	1.2444	9.85	18.888
O	1.7008	1.7151	19.3151
O	8.782	10.4551	16.5714
O	4.8165	8.6314	18.9103
O	9.5512	8.7204	10.563
O	6.6981	4.137	18.904
O	2.7427	1.7536	13.4446
O	5.8356	8.8036	21.3363
O	2.4998	2.4183	10.8613
O	7.6247	4.8864	21.2021
O	5.1685	7.3779	12.5671
O	0.2313	9.0159	12.7703
O	7.4407	1.0267	13.57
O	6.996	9.6244	14.7788
O	8.9222	5.0277	12.7346
O	8.0282	8.0655	16.941
O	6.2196	2.6108	21.9497
O	2.2781	8.9998	14.4242
O	0.3689	4.4805	11.9282
O	0.7712	8.3605	20.9759
O	9.3509	3.8075	10.3934
O	9.5603	2.3816	12.5963
O	7.5834	8.608	19.4233
O	2.6167	9.0002	11.7958
O	3.9077	3.036	15.4366
O	0.9364	4.7043	14.4644
O	10.0205	3.0919	18.967
O	8.931	7.7988	12.9863
O	10.4891	0.6107	20.0901
O	6.0096	4.9491	11.9983
O	8.1209	2.8986	17.0133
O	3.4372	5.5024	16.7473
O	4.6407	8.8332	10.2899
O	1.6407	6.7543	12.9157
O	4.656	5.4421	14.3662
O	2.0576	3.8975	20.9696
O	10.4357	1.4492	17.0058
O	0.8501	6.1489	16.6504
O	7.36	10.993	21.959
O	5.9033	0.9544	19.9805
O	5.9479	9.9428	12.4084
O	2.7293	0.5751	15.6763
O	7.0476	7.9659	10.8048
O	10.201	8.0745	18.7198
O	3.3059	9.2513	16.7778

Results
free energy: -145376.452 eV
free energy less fixed offsets of As -4856.12, O -568.88, Si -635.61 eV per atom: 4.388 eV

Forces (eV/angstrom), in the order of the atoms: element, x, y, z
Si	-0.0032	-0.0016	0.0011
Si	0.0011	0.001	0.0005
Si	0	0.0012	0.0018
Si	0	0.0003	-0.0002
Si	0.0022	0.0023	0.0011
Si	-0.0005	-0.0012	0.0023
Si	-0.0015	-0.0012	-0.0009
Si	0.0016	0.004	0.0019
Si	-0.0006	0.0007	-0.0038
Si	-0.0038	0.0005	0.0008
Si	0.001	-0.0024	-0.001
Si	-0.0016	0.0001	-0.0015
Si	-0.0036	-0.0005	0.001
Si	-0.0013	-0.0012	-0.0029
Si	-0.0011	0.0018	-0.0021
Si	-0.0011	-0.0014	-0.0005
Si	0.0038	0.0021	-0.0028
Si	0.0066	0.0043	-0.0012
Si	-0.0044	-0.0013	-0.0009
Si	-0.0035	-0.0017	0.0004
Si	0.0014	0.0056	0.0016
Si	0.0017	0.0012	0.0028
Si	0.0017	0.0025	0.0008
Si	-0.002	-0.0007	0
Si	0.0047	0.0045	-0.0033
Si	-0.0031	-0.0042	-0.0028
Si	0.0062	-0.0001	0.0053
Si	-0.0012	-0.0002	0.0021
Si	-0.002	-0.0065	-0.0034
Si	0.0027	-0.0021	-0.005
Si	-0.0095	-0.0084	0.0116
Si	0.0008	-0.0001	0.0055
Si	0.0035	-0.0032	-0.0043
Si	-0.0026	-0.0019	-0.0003
Si	-0.0022	0.0048	-0.0008
Si	-0.0034	0.0027	-0.0011
Si	-0.0048	-0.0001	-0.0006
Si	0.0017	-0.0013	-0.0011
Si	-0.0057	0.0084	-0.0028
Si	-0.0034	0.0022	0.001
Si	0.0707	0.0562	-0.034
Si	0.0349	0.0048	0.0099
Si	0.0866	-0.0458	0.1015
Si	-0.0847	-0.0874	-0.0499
Si	0.0342	-0.1311	0.0626
Si	0.0361	0.0016	-0.0834
Si	-0.0375	-0.0447	0.0025
Si	-0.1776	-0.1174	0.1721
Si	-0.0159	0.0079	-0.0366
Si	-0.0206	0.0234	-0.1147
Si	0.0676	0.0627	0.0199
Si	0.0184	0.0392	0.0395
Si	-0.0468	-0.06	-0.0966
Si	0.0401	0.0581	-0.0609
Si	0.0856	0.0892	0.0332
Si	0.0721	0.0989	0.0367
Si	-0.0018	0	-0.0016
Si	-0.0039	0.0036	0.0051
Si	0.0024	-0.0034	-0.0004
Si	0.0078	-0.0041	0.005
Si	0.0013	-0.0012	0.0048
Si	-0.0014	-0.0014	0.0001
Si	0.0009	0.0036	0.0043
Si	0.0027	-0.0049	0.0026
Si	0.0039	-0.0004	0.004
Si	0.0047	0.0002	0.0033
Si	-0.012	-0.0027	-0.0059
Si	0.0036	0.0052	-0.0097
Si	0.002	0.0014	0.005
Si	-0.0091	0.0081	-0.0009
Si	-0.0031	-0.0045	-0.0068
Si	0.0069	0.0183	-0.0055
Si	-0.0085	0.003	-0.0078
Si	-0.0036	-0.0043	0.0014
Si	0.0057	0.0113	0.0097
Si	-0.0024	-0.0071	-0.0031
Si	-0.0004	-0.0014	0.0065
Si	-0.007	-0.011	0.007
Si	0.0001	0.0004	0.001
Si	-0.0086	0.0013	-0.0053
Si	0.0062	0.0062	0.0021
Si	0.0047	0.0003	-0.0025
Si	0.0005	0.0046	0.0014
Si	-0.0026	-0.0132	-0.0072
Si	-0.0054	0.0006	-0.0195
Si	0.0026	0.0051	-0.0013
Si	0.0082	0.0041	0.0002
Si	0.001	-0.0061	-0.0094
Si	0.0029	0.0068	0.0018
Si	0.004	-0.0083	-0.0205
Si	-0.009	-0.0037	0.0057
Si	-0.0074	0.0037	-0.0326
As	-0.0106	0.002	0.0109
Si	-0.006	-0.0028	0.0004
Si	-0.0204	-0.008	-0.0219
Si	0.0047	0.0148	0.0062
O	0.0009	0.0004	0
O	0.0002	0.0017	-0.0002
O	-0.0009	-0.0008	-0.0008
O	-0.0011	-0.0002	-0.0001
O	0.0006	-0.0028	-0.0044
O	-0.0087	-0.0081	-0.0092
O	0.003	0.0042	0.0061
O	-0.0285	0.0355	-0.0039
O	0.014	0.0128	0.0082
O	-0.0027	-0.0002	0.0021
O	0.0276	-0.0224	0.0395
O	-0.0001	-0.0086	0.0032
O	-0.0005	-0.0062	0.0028
O	-0.0001	-0.0027	0.0009
O	0.0039	-0.0028	0.001
O	-0.0019	0.0005	-0.0006
O	0	-0.0018	-0.0019
O	-0.0005	0.001	-0.0012
O	-0.0003	0.0002	-0.0009
O	0.0005	-0.0011	-0.0026
O	-0.0005	0.0005	0.0001
O	0.0004	0.0001	-0.001
O	-0.0017	-0.0002	-0.0006
Si	-0.0008	-0.0003	-0.0007
Si	-0.0005	-0.0006	-0.0005
Si	-0.0004	0.0015	-0.0008
Si	-0.0013	-0.0002	-0.001
Si	-0.0015	0.0004	0.0002
Si	0.0005	0.0013	-0.0007
Si	-0.001	0.0003	-0.0001
Si	-0.0017	0.0007	0.0007
Si	-0.0055	-0.0017	0.0001
Si	-0.0152	0.0133	-0.0135
Si	-0.0007	0.0006	0.001
Si	-0.002	0.0001	-0.0007
Si	0.0069	-0.0167	0.0247
Si	-0.0017	0.001	0.0001
Si	-0.0006	-0.0001	0.0009
Si	-0.0001	0.0036	-0.0023
Si	0.0038	-0.0129	0.0018
Si	-0.0011	0	-0.0007
Si	-0.0008	-0.0011	0.001
As	-0.0093	0.0302	0.0026
Si	-0.0021	-0.0004	-0.001
Si	-0.0013	-0.0001	0
Si	-0.0025	-0.002	-0.0015
Si	-0.0007	0.0006	0.0006
Si	0.0051	0.0011	0.0001
Si	-0.0006	-0.0022	0.0032
Si	-0.0004	0.0006	0.0001
Si	-0.0013	0.0003	0.0004
Si	-0.0007	0	0
Si	0.0004	-0.0014	-0.0018
Si	-0.0015	0.0014	0.0001
Si	-0.0013	0.0017	-0.0015
Si	-0.0015	-0.0039	0.001
Si	0.0004	-0.0012	0
Si	-0.0013	0.0016	0.0001
Si	-0.0008	0.0002	0.0005
Si	-0.0002	0.0004	0.0006
Si	0.0028	0.0063	-0.0085
O	-0.0006	0.0003	0.0001
O	-0.0008	-0.0009	-0.0014
O	0.0032	0.0062	-0.004
O	-0.0013	-0.0003	-0.0001
O	-0.0013	-0.0007	0.002
O	-0.0011	0.0004	0.0002
O	-0.0011	-0.0001	-0.0003
O	0.0003	0.0022	-0.0005
O	-0.0005	0.0007	0
O	-0.0007	0.0009	0.0004
O	-0.0063	-0.0005	0.0088
O	-0.0019	0.0017	-0.0005
O	0	-0.0009	0.0011
O	0.0015	0.0007	0.0021
O	0.0002	0.0005	0.0002
O	0.0016	-0.0035	0.0013
O	-0.0009	0.0001	0.0003
O	-0.001	-0.0005	0.0002
O	-0.0006	-0.0011	-0.0001
O	-0.0047	0.0029	0.0017
O	-0.0008	0.0004	-0.0002
O	-0.0014	0.0006	0.0002
O	-0.0001	0.0009	0.0001
O	-0.0012	0.0001	0.0007
O	-0.0012	0.0007	0.0001
O	-0.0009	0.0001	-0.0003
O	-0.0014	0.0007	-0.0001
O	-0.004	-0.0009	0.0002
O	-0.0016	-0.0006	-0.0005
O	-0.0014	0.0005	-0.0013
O	-0.0012	-0.0001	-0.0003
O	0.0018	0.0021	-0.0004
O	-0.0013	0.0001	-0.0011
O	0.0006	0.0015	0.0001
O	0.0298	-0.0136	0.0022
O	-0.0006	0.0001	0.0001
O	-0.001	0	0.001
O	-0.0017	0.0011	-0.0004
O	-0.0016	0.0006	0.0002
O	-0.0007	-0.0002	-0.0001
O	-0.003	-0.0001	-0.0038
O	0.0044	0.0047	0.0063
O	-0.0007	0.0001	-0.0001
O	0.0037	0.0039	0.0063
O	-0.0018	-0.001	-0.0003
O	-0.0013	0.0003	0
O	-0.0169	-0.03	0.0041
O	-0.0006	0.0003	0.0004
O	-0.0102	0.0132	0.0069
O	-0.0009	0	-0.0028
O	-0.0002	-0.0005	0.0002
O	-0.0005	0.0009	0.0004
O	0	0.0016	0.0002
O	0.0035	0.0016	0.0006
O	-0.0018	0.0002	0.0016
O	-0.0054	-0.0009	0.0035
O	-0.0046	0.0068	0.0005
O	-0.0005	0.0004	-0.0005
O	-0.0008	-0.0005	-0.0014
O	-0.0054	0.0055	0.0006
O	-0.0063	-0.0106	-0.007
O	-0.0014	0.0004	-0.0004
O	-0.001	0.0004	-0.0001
O	-0.0027	-0.0013	-0.0014
O	-0.0014	-0.002	0.0004
O	0.0019	-0.0008	-0.0029
O	-0.0012	0.0003	0.0004
O	-0.0025	0.0001	-0.0011

The program warned: the cutoff lies below the one the program advises for these potential files; the exchange-correlation potential is rough where the density is thin.
